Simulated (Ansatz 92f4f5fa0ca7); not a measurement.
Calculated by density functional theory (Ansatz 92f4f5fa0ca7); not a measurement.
Periodic cell of 237 atoms, Si146O85H6, from a study of silicon, its oxide and their interface. The atomic structure is a simulated model.
Doubt: the cutoff is far below the 930 eV that the study's wrapper takes by default for these files, so forces and energies are approximate.

Settings
functional: PBE
potential files: Ansatz PAW
basis: plane waves
wave-function cutoff: 580 eV
density cutoff ratio: 5
exchange-correlation grid ratio: 1
k mesh: 1 x 1 x 1, Gamma-centred
self-consistency stop: 5e-08 eV per atom in the density residual
occupations: fixed
spin: none
net charge: 0

Cell vectors (angstrom)
a 11.6015 0 0
b 0 10.938 0
c 0 0 33.0593

Atoms: element, x, y, z (angstrom)
Si 0.0631 -0.0896 24.5159
Si 4.021 -0.0698 24.3121
Si 7.999 -0.0403 24.4681
Si 2.0406 1.191 24.4135
Si 5.9965 1.2133 24.3097
Si 9.8426 1.3436 24.5921
Si 0.1995 5.5945 24.0886
Si 4.095 5.4627 24.2887
Si 7.8908 5.5221 24.1179
Si 2.1386 6.8187 24.3483
Si 5.9688 6.9078 24.2133
Si 9.8398 6.7282 24.5388
Si 2.0509 2.6749 26.2471
Si 5.9272 2.6598 26.2097
Si 9.7849 2.8827 26.3056
Si 0.1825 4.1213 26.0449
Si 4.0007 4.0731 26.2245
Si 7.7878 4.1393 26.1041
Si 2.095 8.1337 26.323
Si 5.9332 8.1373 26.2576
Si 9.7778 8.141 26.4337
Si 0.1377 9.4762 26.3911
Si 4.0045 9.5436 26.2776
Si 7.8474 9.5252 26.348
Si 0.063 0.0082 28.2429
Si 3.9336 -0.0102 28.2176
Si 7.8034 0.0131 28.2375
Si 1.9996 1.3832 28.2259
Si 5.8662 1.3813 28.2154
Si 9.7367 1.4142 28.2049
Si 0.0873 5.406 28.1438
Si 3.9355 5.4196 28.2072
Si 7.7734 5.4243 28.1687
Si 2.0103 6.7974 28.2518
Si 5.8546 6.8131 28.2232
Si 9.7341 6.753 28.3044
Si 1.9336 2.7345 30.16
Si 5.8008 2.7345 30.16
Si 9.6679 2.7345 30.16
Si 0 4.1018 30.16
Si 3.8672 4.1018 30.16
Si 7.7343 4.1018 30.16
Si 1.9336 8.2035 30.16
Si 5.8008 8.2035 30.16
Si 9.6679 8.2035 30.16
Si 0 9.5708 30.16
Si 3.8672 9.5708 30.16
Si 7.7343 9.5708 30.16
Si 0 0 32.0936
Si 3.8672 0 32.0936
Si 7.7343 0 32.0936
Si 1.9336 1.3673 32.0936
Si 5.8008 1.3673 32.0936
Si 9.6679 1.3673 32.0936
Si 0 5.469 32.0936
Si 3.8672 5.469 32.0936
Si 7.7343 5.469 32.0936
Si 1.9336 6.8362 32.0936
Si 5.8008 6.8362 32.0936
Si 9.6679 6.8362 32.0936
Si 1.9336 2.7345 0.9679
Si 5.8008 2.7345 0.9679
Si 9.6679 2.7345 0.9679
Si 0 4.1018 0.9679
Si 3.8672 4.1018 0.9679
Si 7.7343 4.1018 0.9679
Si 1.9336 8.2035 0.9679
Si 5.8008 8.2035 0.9679
Si 9.6679 8.2035 0.9679
Si 0 9.5708 0.9679
Si 3.8672 9.5708 0.9679
Si 7.7343 9.5708 0.9679
Si -0.0717 -0.0442 3.0044
Si 3.7765 0.0107 2.871
Si 7.6999 0.0033 2.8972
Si 1.837 1.3856 2.9185
Si 5.727 1.3485 2.8662
Si 9.6337 1.376 2.9183
Si -0.0929 5.4628 2.9607
Si 3.7671 5.4788 2.9008
Si 7.6878 5.4985 2.8454
Si 1.8243 6.8675 2.9104
Si 5.7206 6.8127 2.8187
Si 9.6107 6.8994 2.9971
Si 1.7741 2.8135 4.8337
Si 5.6199 2.7537 4.746
Si 9.5544 2.7087 4.8902
Si -0.161 4.175 5.016
Si 3.732 4.1528 4.8806
Si 7.6036 4.0296 4.6738
Si 1.7505 8.2472 4.8437
Si 5.7051 8.2647 4.625
Si 9.5518 8.1674 5.1154
Si -0.1569 9.6482 5.136
Si 3.7189 9.5746 4.777
Si 7.6401 9.5893 4.8431
Si -0.2222 0.2677 7.0741
Si 3.5711 0.0283 6.6559
Si 7.4088 0.072 6.6935
Si 1.761 1.4916 6.7636
Si 5.5007 1.3931 6.6467
Si 9.331 1.4172 6.8848
Si -0.051 5.373 7.1415
Si 3.7716 5.7155 6.6923
Si 7.5675 5.3475 6.5567
Si 1.7316 6.8595 6.7236
Si 5.7773 6.8572 6.44
Si 9.4275 6.6212 7.0933
O 12.1889 4.5337 8.5045
O 6.9828 10.0521 8.0043
O 8.6368 7.2447 8.4883
O 3.2596 9.9305 7.936
O 9.1408 2.3536 8.2915
O 7.4457 4.3142 7.8901
O 4.0114 5.1711 8.2932
O -0.1491 10.8105 8.7452
O 2.1263 2.3815 8.1576
O 3.9402 9.9166 22.9236
O 5.8553 8.024 22.932
O 5.7568 9.9989 21.0069
O 4.3176 4.3208 23.0523
O 9.7812 7.7088 23.204
O 0.2518 5.4252 22.3682
O 8.1738 4.872 22.5662
O 11.2339 9.974 23.133
O 9.8513 2.0119 23.059
Si -0.6406 18.337 12.6277
Si -0.0556 5.5975 20.754
Si 8.3939 0.4667 11.4139
Si 5.8247 -1.9947 16.9678
Si 8.3904 3.609 9.004
Si -10.1454 7.0059 18.4619
Si -3.6299 10.762 16.0176
Si -0.2521 0.7469 10.1392
Si -5.0566 10.0225 9.5688
Si 12.9131 2.8645 20.503
Si -6.1061 0.7366 17.0752
Si -3.8496 3.2594 11.949
Si 9.8558 9.2161 22.6603
Si 1.4322 9.6144 11.6159
Si 5.6855 7.6306 14.3737
Si 4.9209 8.9973 22.0043
Si 8.7315 4.6672 21.044
Si 14.6273 4.6217 11.6285
Si 4.8768 3.6774 16.7467
Si 10.1733 1.9506 21.473
Si 4.5629 6.1946 9.4527
Si 1.3167 14.2092 9.2698
Si 1.5394 -4.9698 13.8663
Si 3.6605 9.2538 9.3498
Si -6.2807 15.4331 13.6818
Si 8.4149 9.1019 13.4959
Si 7.527 18.0724 9.6995
Si 3.953 6.765 20.099
Si 1.4248 9.7408 16.754
Si 9.4047 5.368 11.0708
Si -5.2938 10.0533 19.4821
Si 3.8458 4.1657 21.5071
Si 1.9347 4.5292 16.6004
Si 5.9853 4.6718 19.4761
Si 1.3352 1.6714 17.7605
Si -2.1635 10.1639 19.9827
Si 10.5971 -10.9008 17.4006
Si 2.9559 -2.1925 14.1303
O -7.029 2.0671 16.9395
O 7.528 15.6653 19.9475
O -0.9117 6.2292 11.519
O 9.5683 0.6821 20.6799
O 1.7585 5.3055 12.3961
O 4.0243 7.6925 9.148
O 7.0853 8.6162 10.1582
O 12.191 4.2551 20.0555
O 9.5337 4.6474 9.6
O -1.6887 5.7157 20.5879
O 5.0765 3.7362 20.4939
O -8.3594 5.5994 20.9979
O 5.576 7.6218 16.0374
O -0.2705 12.3474 17.8705
O 7.4586 3.2426 10.3243
O 6.1921 6.2272 9.4186
O -4.8171 11.8969 16.0585
O 3.9748 4.0213 12.8467
O -3.6872 -0.9936 19.5093
O 8.1745 6.4356 11.0288
O 2.621 7.1569 14.0623
O -0.1037 10.1665 16.292
O 4.9498 10.099 9.905
O 13.9754 3.6465 10.4905
O -10.409 5.717 17.4623
O 1.4618 2.9742 16.7819
O 0.574 6.8288 19.8463
O 3.9885 5.713 10.8977
O 4.5752 8.7505 13.9174
O 12.307 11.0263 11.2956
O -9.9136 4.8544 15.0246
O 4.8514 -0.7061 16.5829
O -6.221 -7.0322 15.2084
O 2.3836 -1.6376 15.538
O 5.7125 8.7766 18.5977
O 9.8906 9.0393 21.0467
O -1.1945 10.0015 18.6911
O 5.9293 15.0773 17.921
O 1.9216 2.0852 19.2134
O 2.6221 3.1028 21.4385
O -2.9875 -0.6647 14.614
O 1.2093 8.463 17.7594
O 7.3796 -1.538 16.6989
O 6.5603 3.8663 12.8472
O 9.0799 4.204 12.1845
O 5.9066 0.5009 18.6677
O 9.4076 3.2127 20.8304
O -2.4353 0.5082 16.8498
O 0.2942 19.4034 11.8325
O 5.4078 6.1972 19.6143
O 0.1704 2.3087 9.9487
O 3.5243 4.5531 16.9752
O 7.2263 0.3774 10.2855
O 13.9009 -1.2426 12.9865
O 3.0486 -3.896 18.7915
O 8.3281 9.9703 12.1432
O -3.5528 12.6564 12.4163
O 8.499 -0.9062 23.1083
O 4.0069 8.096 21.0106
O 2.0367 0.2238 17.368
O 9.8397 11.6435 10.738
O -1.9321 8.0975 13.3048
O 2.4145 9.2775 10.3796
O -16.0853 -2.7535 13.8389
O 0.1949 1.9654 21.2705
O 5.4428 6.1284 13.7981
O 0.0744 6.6693 13.8972
H 5.5191 2.2487 7.8687
H 1.7156 7.7605 7.9103
H 5.9485 7.858 7.5269
H 2.2013 7.7916 -9.8431
H 1.9298 2.0922 -9.8085
H 6.0425 2.0833 -9.9607

Results
free energy: -141246.319 eV
free energy less fixed offsets of H -15.97, O -568.88, Si -635.61 eV per atom: 3.361 eV

Forces (eV/angstrom), in the order of the atoms: element, x, y, z
Si -0.0001 -0.178 -0.1187
Si -0.0915 -0.2082 -0.2098
Si 0.0011 -0.197 -0.1883
Si 0.01 -0.1462 -0.0058
Si -0.0403 0.0074 0.0453
Si -0.0647 0.302 -0.0931
Si 0.2289 0.0686 -0.7611
Si 0.0825 -0.3544 0.0969
Si 0.376 -0.2872 -0.5255
Si 0.2285 0.1606 -0.0045
Si -0.2564 0.4452 -0.3087
Si -0.3321 0.523 -0.0748
Si 0.0408 0.1411 0.0872
Si -0.0375 0.1166 0.122
Si 0.0169 -0.0308 -0.0289
Si -0.1748 -0.1605 0.3222
Si -0.0012 -0.1581 0.1197
Si -0.0696 -0.1418 0.2552
Si -0.0293 0.1251 0.0884
Si -0.0627 0.169 0.2241
Si 0.0794 0.0631 0.0502
Si -0.0721 -0.2186 0.0286
Si 0.0367 -0.1971 0.018
Si -0.01 -0.264 0.1118
Si 0.0572 0.1934 -0.0755
Si 0.0546 0.1514 -0.0929
Si -0.0155 0.1331 -0.0456
Si 0.0046 -0.1611 -0.016
Si -0.0004 -0.1266 -0.0922
Si -0.038 -0.1319 -0.063
Si 0.0667 0.2592 -0.1161
Si 0.043 0.082 -0.0745
Si -0.0412 0.1155 -0.0746
Si -0.0249 -0.1261 -0.0846
Si 0.0461 -0.0926 -0.0767
Si -0.0146 -0.1355 -0.2164
Si 0.0719 0.0269 0.0984
Si 0.0477 0.0144 0.0064
Si 0.0556 0.0436 0.0867
Si 0.107 -0.2282 -0.3425
Si 0.0906 -0.1571 0.0162
Si -0.0147 -0.1232 -0.2935
Si 0.0949 -0.0539 -0.0075
Si 0.0155 -0.0822 -0.1599
Si 0.0482 -0.0617 0.2208
Si 0.0312 -0.0428 0.0711
Si 0.0729 -0.0066 -0.0449
Si 0.064 0.0116 -0.0153
Si -0.0126 0.1308 0.1146
Si -0.0162 0.0209 0.0119
Si 0.0038 0.0188 0.0468
Si 0.0093 -0.0566 -0.0226
Si -0.0043 -0.028 -0.0936
Si -0.0099 -0.0831 -0.0027
Si 0.0104 0.2577 -0.0063
Si -0.0037 0.0793 -0.0537
Si 0 0.0684 -0.0887
Si -0.0109 -0.019 0.0417
Si 0.0072 0.0552 -0.0631
Si -0.0025 -0.0715 0.1046
Si -0.1605 -0.0187 0.0303
Si -0.0271 0.0404 -0.0854
Si 0.0388 0.0163 0.094
Si -0.1294 -0.0375 0.2777
Si -0.1524 -0.0434 0.0848
Si 0.061 -0.047 -0.2688
Si -0.1562 0.0199 -0.073
Si -0.0563 0.1018 -0.4309
Si -0.0263 0.0432 0.386
Si -0.0332 -0.0157 0.427
Si -0.1439 -0.0727 -0.1281
Si 0.0065 -0.023 -0.0075
Si -0.0713 0.1376 0.0585
Si -0.0377 0.165 0.0441
Si 0.0992 0.1692 0.067
Si -0.0407 -0.0932 0.0782
Si -0.046 -0.1514 0.1154
Si 0.0274 -0.1495 0.0645
Si -0.076 0.2263 0.1338
Si -0.082 0.1982 0.2004
Si -0.0003 0.177 0.1668
Si -0.0535 -0.1397 0.0529
Si 0.0212 -0.128 -0.0193
Si 0.0553 -0.0988 0.1157
Si 0.0641 0.1266 -0.0567
Si 0.002 0.0364 -0.0317
Si -0.0977 0.1307 -0.2258
Si -0.105 -0.2387 -0.1654
Si -0.0639 0.0264 -0.1375
Si 0.0583 -0.1965 -0.0131
Si 0.0601 0.1177 -0.0862
Si 0.0427 0.2054 0.0744
Si 0.2193 -0.0067 -0.1077
Si -0.0529 -0.081 -0.3239
Si 0.0227 -0.1573 -0.1191
Si 0.0533 -0.182 -0.1854
Si 0.0111 0.0312 0.5601
Si -0.0139 -0.3827 0.1265
Si -0.3657 -0.2417 0.2466
Si 0.1998 0.3084 0.2491
Si 0.0969 0.1589 -0.0368
Si -0.0424 0.2916 0.4049
Si 0.6592 -0.0478 0.4036
Si 0.1668 -0.4315 0.5082
Si 0.2049 -0.5786 0.2052
Si -0.0666 0.1197 -0.0396
Si 0.0157 0.3562 -0.1431
Si -0.5156 0.249 0.2128
O -0.2847 0.3041 -0.5673
O 0.1018 0.0037 -0.2524
O 0.4268 -0.087 -0.3537
O 0.0385 0.1035 -0.2256
O 0.154 -0.3202 -0.4146
O -0.107 0.1282 -0.3124
O -0.1356 -0.0175 -0.2627
O -0.0102 0.0092 -0.5917
O -0.0111 -0.0911 -0.3626
O 0.0988 0.152 0.3694
O 0.1909 -0.2758 0.3326
O 0.0307 -0.0183 0.3245
O -0.0422 0.2214 0.327
O 0.0647 -0.0309 -0.0381
O 0.0139 -0.0179 0.7923
O -0.293 0.2167 0.7186
O 0.2032 0.0839 0.2192
O 0.0083 0.0157 0.2498
Si -0.008 0.0407 0.0398
Si -0.2016 -0.0966 -0.3445
Si -0.0829 0.0602 0.2197
Si 0.1401 -0.1179 0.023
Si -0.2721 -0.0113 0.4271
Si 0.0595 -0.0096 -0.0203
Si 0.0265 -0.0109 -0.0592
Si -0.1326 -0.1105 0.4836
Si 0.2155 0.3747 0.3295
Si -0.0731 0.0027 -0.2229
Si 0.0486 0.0757 0.0575
Si 0.1732 -0.1632 0.3731
Si -0.0688 0.0899 -0.2555
Si -0.2056 -0.1081 0.2037
Si 0.0527 0.0112 0.1141
Si -0.1308 0.0398 -0.4028
Si 0.0856 -0.0022 -0.5738
Si -0.0521 0.077 0.3622
Si -0.0141 0.0171 -0.0502
Si -0.0816 -0.0584 -0.2155
Si -0.0321 -0.1728 0.1989
Si 0.1053 -0.2052 0.4024
Si -0.0607 0.0314 0.0634
Si -0.0278 0.1634 0.3395
Si 0.0463 -0.0744 0.0194
Si 0.0062 0.0717 0.0384
Si 0.0192 -0.0664 0.382
Si 0.1509 -0.0426 -0.3634
Si -0.1032 0.0219 -0.0345
Si -0.006 -0.0432 0.5998
Si 0.0876 0.0125 -0.3617
Si -0.0634 0.0392 -0.6413
Si 0.0535 0.0631 -0.059
Si 0.0346 0.0907 -0.0881
Si -0.0873 -0.0318 0.0704
Si -0.0206 0.0912 -0.2198
Si -0.0791 -0.035 0.0656
Si -0.0794 -0.0259 -0.0324
O -0.0199 -0.0475 0.0076
O 0.0954 0.058 0.1803
O -0.0059 -0.0436 -0.1991
O 0.0073 -0.0058 0.1637
O 0.0802 -0.0575 -0.1218
O 0.0256 0.004 -0.0625
O -0.0352 -0.1233 -0.0937
O 0.0084 0.0138 0.0254
O 0.1058 -0.0396 -0.2323
O 0.0123 0.0322 0.2523
O -0.1192 -0.0578 0.2432
O -0.036 -0.0629 0.233
O -0.0337 0.0874 0.0443
O 0.057 0.0264 -0.0338
O 0.0797 0.0084 -0.4011
O -0.0844 0.0157 0.0102
O 0.014 -0.099 0.0259
O -0.0404 -0.0207 -0.0438
O -0.0311 -0.021 0.1476
O -0.148 0.1485 -0.3586
O 0.0675 0.0268 -0.0163
O 0.0637 -0.0101 0.0137
O -0.0994 -0.0543 -0.2069
O -0.1885 -0.0289 -0.3289
O -0.0145 -0.0307 0.0303
O 0.015 0.0153 -0.0281
O -0.0139 -0.006 0.1539
O 0.1912 0.1868 -0.3503
O -0.0073 -0.0025 -0.0772
O -0.0054 0.1523 -0.1799
O 0.0024 -0.0645 0.0255
O 0.0266 0.0082 0.0246
O -0.0093 0.0181 0.0179
O 0.0617 0.026 0.0251
O -0.039 0.0182 -0.015
O 0.0022 -0.111 0.276
O -0.0331 0.0198 0.073
O -0.0316 0.0021 0.0358
O 0.0075 0.0494 0.1473
O 0.0635 -0.0581 0.2276
O -0.0254 -0.0112 -0.0052
O -0.0013 0.0002 0.0091
O 0.0015 -0.0014 0.03
O -0.0285 0.039 -0.0818
O -0.0341 0.0757 -0.2154
O -0.0389 -0.0137 -0.0071
O 0.0379 -0.0491 0.1232
O 0.0004 0.0388 -0.0553
O 0.1025 0.0488 -0.0756
O -0.1136 0.0677 0.063
O 0.067 0.1128 -0.2078
O -0.0342 -0.0022 0.0428
O -0.136 -0.1714 -0.2887
O 0.0535 0.0259 -0.0371
O 0.0735 -0.0015 0.132
O -0.0156 0.0149 -0.0785
O 0.01 0.0121 -0.1471
O -0.2142 -0.0165 0.1219
O -0.0167 -0.0032 0.1791
O -0.0211 -0.0105 -0.0272
O 0.1535 0.0341 -0.2409
O -0.0216 -0.0109 0.039
O 0.1494 -0.0555 -0.2126
O -0.0702 -0.0418 -0.023
O 0.0691 -0.0235 0.1319
O -0.0081 0.025 -0.0431
O 0.0313 -0.0129 0.014
H 0.0166 0.0556 0.1262
H -0.0069 0.0504 0.0766
H -0.0366 -0.0184 -0.0087
H -0.0536 0.0348 -0.0592
H 0.0181 0.0782 -0.1472
H 0.0037 0.0424 -0.121

The program warned: the cutoff lies below the one the program advises for these potential files; the forces do not sum to zero within the program's tolerance; the exchange-correlation potential is rough where the density is thin.
